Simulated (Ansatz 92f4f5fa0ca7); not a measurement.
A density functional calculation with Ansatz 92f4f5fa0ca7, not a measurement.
Periodic cell of 259 atoms, Si144O115, from a study of silicon, its oxide and their interface. The atomic structure is a simulated model.
This geometry differs little from another in the collection (a relaxation step or a small displacement).

Settings
functional: r2SCAN
potential files: Ansatz PAW
basis: plane waves
wave-function cutoff: 800 eV
density cutoff ratio: 5
exchange-correlation grid ratio: 1
k mesh: 1 x 1 x 1, shifted by 0.5 0.5 0 of a step
self-consistency stop: 1e-10 eV per atom in the density residual
occupations: fixed
spin: none
net charge: 0

Cell vectors (angstrom)
a, 10.88, 0, 0
b, 0, 10.88, 0
c, 0.84, -3.1484, 35.5535

Atoms and the computed forces on them: element, x, y, z (angstrom), force x, y, z (eV/angstrom)
Si, 8.1772, 10.9738, -1.1752, 0.0183, 0.0108, 0.0177
Si, 9.146, 8.4736, -2.8626, 0.0028, -0.0036, 0.0154
Si, 5.1718, 15.9025, -1.3941, 0.0124, 0.0032, 0.0244
Si, 7.4955, 6.5184, 1.5855, -0.0053, -0.0077, 0.0114
Si, 12.3002, 10.7933, -4.4984, 0.004, 0.0008, -0.0217
Si, 6.4784, 8.824, -0.033, -0.0021, -0.014, 0.02
Si, 4.3866, 10.6366, 23.634, 0.0035, 0.0022, -0.0103
Si, 10.5774, 15.3831, -3.2934, 0.0044, 0.0011, 0.0019
Si, 9.0906, 12.5934, 1.1075, 0.0106, -0.0043, 0.0245
Si, 10.5108, 14.5602, 1.3463, 0.0054, 0.0069, -0.0085
Si, 11.3161, 7.8442, -0.9682, 0.0003, 0.0098, 0.0276
Si, 11.3759, 9.7802, 1.4923, 0.0074, 0.0196, 0.0236
Si, 2.0783, 11.6092, 1.2825, -0.0029, -0.0058, 0.041
Si, 5.8572, 15.5983, 1.5425, 0.0115, 0.0095, 0.0295
Si, 14.203, 18.248, 1.794, -0.0004, 0.0006, -0.0032
Si, 5.0256, 8.9872, 1.7573, 0.0011, 0.0013, -0.0154
Si, 6.7375, 13.7683, 2.6723, -0.0032, 0.0043, 0.0186
Si, 9.4099, 16.2985, 2.5784, 0.0079, 0.0002, 0.0009
Si, 6.6928, 8.081, 3.1198, -0.0003, 0.0019, -0.0009
Si, 9.6599, 10.8776, 2.6542, 0.0048, 0.0057, -0.0049
Si, 12.201, 13.4944, 2.6051, -0.0002, 0.0029, -0.0021
Si, 15.0367, 16.4093, 2.9111, -0.0052, -0.001, -0.0099
Si, 12.3361, 19.0853, 2.8793, 0.0018, -0.004, -0.0098
Si, 3.9685, 10.8715, 2.6129, 0.0049, 0.0027, -0.0064
Si, 5.3957, 12.2712, 3.9263, -0.0008, 0.0042, -0.0044
Si, 8.1602, 14.981, 4.1152, -0.0007, -0.0055, -0.0006
Si, 5.4093, 6.7419, 4.4628, 0.0013, 0.0015, 0.006
Si, 8.1904, 9.5934, 4.0461, -0.0003, 0.0027, -0.0059
Si, 10.9155, 12.2199, 4.1321, -0.0014, 0.0012, -0.0019
Si, 13.5665, 14.9177, 3.972, 0.0014, -0.0039, -0.0008
Si, 10.8443, 17.6359, 3.9718, 0.0004, -0.0019, 0.001
Si, 13.628, 9.5992, 4.2238, -0.0021, 0.0012, 0.0075
Si, 6.7714, 10.9321, 5.3687, 0.002, 0.0026, -0.0012
Si, 9.5282, 13.5994, 5.4517, 0.0009, 0.0019, 0.0005
Si, 6.852, 5.3722, 5.5986, 0.0015, 0, 0.0015
Si, 9.5377, 8.1752, 5.3658, 0.0009, -0.004, -0.0004
Si, 12.2493, 10.9188, 5.5344, 0.0019, 0.0027, -0.0016
Si, 4.0681, 13.5994, 5.36, -0.0011, -0.0022, 0.0005
Si, 12.2092, 16.2895, 5.3726, -0.0057, -0.0031, -0.0022
Si, 14.9187, 19.0845, 5.6165, 0.0011, 0.0023, -0.0003
Si, 8.1262, 12.2508, 6.7871, -0.0007, 0.0025, 0.0015
Si, 10.8862, 14.9654, 6.8062, -0.0018, -0.0005, 0.0029
Si, 8.2114, 6.8344, 6.7985, -0.0009, 0.0022, 0.0023
Si, 10.8752, 9.5007, 6.7824, 0, -0.0006, 0.0014
Si, 2.7526, 12.2835, 6.8073, 0.0005, 0.003, 0.0015
Si, 5.4077, 14.8998, 6.8104, -0.0001, -0.0017, 0.0026
Si, 13.5261, 17.6571, 6.828, 0.0019, 0.0017, 0.0039
Si, 5.4746, 9.5751, 6.8377, 0.0004, -0.0006, 0.004
Si, 6.7694, 13.5902, 8.1771, 0.001, 0.0006, 0.0035
Si, 9.535, 16.3575, 8.1636, 0.0003, -0.0001, 0.0024
Si, 6.8319, 8.1625, 8.1542, 0.0019, 0.0014, 0.0024
Si, 9.5155, 10.8639, 8.1218, -0.0026, 0.0006, 0.0027
Si, 12.2693, 13.6168, 8.1632, 0.0002, 0.0016, 0.0019
Si, 4.0665, 16.2932, 8.1432, -0.0028, -0.0031, 0.0029
Si, 12.1869, 8.1558, 8.181, -0.0022, 0.0001, 0.0019
Si, 4.0857, 10.9239, 8.173, -0.0005, 0.003, 0.0012
Si, 5.4188, 12.2624, 9.552, -0.0002, -0.0001, 0.0023
Si, 8.1213, 15.0134, 9.4842, -0.003, 0.0017, 0.0023
Si, 5.4588, 6.7657, 9.4801, 0.0026, 0.0003, 0.0023
Si, 8.2031, 9.4917, 9.5063, -0.0009, 0.0005, 0.0023
Si, 10.8897, 12.2343, 9.4803, 0.0012, -0.0001, 0.0039
Si, 13.6121, 14.9606, 9.5425, 0.0024, -0.0004, 0.0038
Si, 10.8663, 17.6869, 9.5664, 0.0016, -0.0002, 0.0023
Si, 13.5696, 9.5489, 9.482, -0.002, 0.0018, 0.0004
Si, 6.83, 10.8738, 10.7756, 0.0043, 0.0001, -0.0044
Si, 9.5234, 13.6568, 10.758, -0.0017, 0.0034, -0.0018
Si, 6.7886, 16.3212, 10.9469, -0.0034, -0.0015, 0.0002
Si, 9.511, 8.141, 10.9486, -0.0035, 0.0032, 0.0008
Si, 12.2316, 10.8943, 10.9067, -0.0021, 0.0027, 0.003
Si, 4.0795, 13.6264, 10.9472, -0.0023, -0.0013, -0.001
Si, 12.2403, 16.3124, 10.8716, 0.0004, -0.0028, -0.0014
Si, 4.0509, 8.1325, 10.7418, -0.0034, -0.0003, 0.0013
Si, 8.1716, 12.2957, 12.0569, 0.0001, -0.0007, 0.0028
Si, 10.8457, 14.9637, 12.1961, 0.0009, -0.0022, 0.0047
Si, 8.182, 17.6401, 12.3503, -0.0007, -0.0029, 0.0037
Si, 12.238, 8.0882, 13.5737, -0.0027, -0.0054, -0.0051
Si, 2.6893, 12.2877, 12.2964, 0.0013, 0.0033, 0.004
Si, 5.436, 14.9581, 12.3575, 0.0014, 0.0054, 0.0045
Si, 13.6177, 17.6824, 12.1614, -0.0035, -0.0012, 0.0038
Si, 5.4565, 9.4647, 12.0076, 0.0006, 0.0035, 0.0062
Si, 6.897, 13.5398, 13.5959, 0.0004, -0.0049, -0.0058
Si, 9.5561, 16.233, 13.7406, 0.0027, -0.0038, -0.003
Si, 7.7011, 10.062, 14.5929, -0.0115, -0.0018, -0.0071
Si, 13.4173, 14.7995, 17.069, 0.0155, -0.0481, 0.0692
Si, 1.2719, 13.6683, 13.668, -0.0071, -0.0011, -0.0059
Si, 4.0156, 16.3569, 13.6474, -0.0029, 0.0008, -0.0013
Si, 11.3606, 17.2184, 14.9449, -0.001, 0.0081, 0.0425
Si, 4.1833, 10.8373, 13.3796, 0.003, 0.0043, -0.0069
Si, 11.8211, 9.3826, 22.4776, 0.0013, 0.0004, -0.0192
Si, 11.0383, 8.0208, 17.5166, -0.0101, 0.0134, 0.0324
Si, 6.757, 8.2161, 13.5057, -0.0047, 0.0043, -0.0098
Si, 9.7084, 8.2447, 20.3673, -0.0008, 0.0001, 0.0055
Si, 9.4951, 11.015, 13.4796, 0.0063, 0.0091, -0.0103
Si, 10.3755, 12.6828, 14.9051, 0.012, -0.0063, 0.038
Si, 2.1677, 15.4983, 14.8739, -0.0078, 0.005, -0.0184
Si, 10.8765, 9.5204, 12.2818, -0.0025, 0.0017, 0.0052
Si, 11.4657, 15.806, -0.4209, -0.022, -0.0115, 0.0233
Si, 4.7273, 11.8981, -7.7626, -0.0194, -0.0072, -0.0352
Si, 5.9292, 11.6979, 14.6963, -0.0082, 0.0054, 0.0397
Si, 6.4105, 11.82, -3.5224, 0.0035, -0.0079, -0.0109
Si, 7.7784, 10.4932, 19.3079, 0.0038, -0.0025, 0.0146
Si, 9.6255, 14.8075, 22.2019, -0.0135, -0.0057, -0.0108
Si, 8.1152, 12.6143, -5.8805, -0.0012, -0.0024, -0.0259
Si, 7.8067, 16.6434, -3.0137, 0.002, -0.0064, 0.0026
Si, 7.0261, 17.6608, 17.3042, 0.0042, 0.0017, 0.0452
Si, 9.1728, 13.4211, -10.6757, 0.008, -0.0076, -0.038
Si, 7.7404, 17.1287, 21.8372, -0.0044, 0, -0.0155
Si, 4.1075, 13.7989, -3.326, 0.0112, -0.0044, -0.005
Si, 5.1614, 13.0381, 17.4062, -0.004, 0.0401, 0.0421
Si, 8.6183, 9.3309, 16.5621, 0.0121, -0.001, 0.0361
Si, 12.5161, 16.0216, 22.1354, 0.0006, 0.0012, -0.008
Si, 13.2231, 16.0279, -7.8127, 0.0069, 0.0006, -0.0388
Si, 10.0069, 8.8972, -5.6474, 0.0009, -0.0011, -0.0264
Si, 10.9319, 13.1681, -5.4884, -0.0006, 0.0022, -0.0247
Si, 8.7495, 12.835, 24.1622, 0.0153, 0.0184, -0.0164
Si, 4.7745, 9.4646, -2.5014, 0.0073, 0.0042, -0.0051
Si, 4.3726, 14.4266, -6.1616, 0.0136, 0.0052, -0.0287
Si, 3.1695, 16.2417, 19.6085, 0.0221, 0.0104, 0.0127
Si, 5.0604, 8.9257, -7.1414, -0.0006, 0.018, -0.0357
Si, 11.1253, 14.0831, -8.4533, -0.0008, -0.0063, -0.0296
Si, 5.7704, 13.4238, 23.6661, -0.0218, 0.0027, -0.0287
Si, 8.6269, 14.4013, 14.9642, 0.0056, 0.0029, -0.0155
Si, 7.8836, 14.6893, 17.2166, -0.0304, 0.0093, 0.0723
Si, 13.3424, 9.9027, 17.4801, -0.0042, 0.0114, 0.0344
Si, 4.706, 10.6493, 19.1814, -0.0053, 0.002, 0.0078
Si, 11.8214, 17.4629, -5.3485, 0.0078, -0.0059, -0.0272
Si, 7.4048, 16.9802, -8.4935, -0.0554, -0.009, -0.0519
Si, 9.2426, 13.1242, 19.5058, 0.0006, -0.0059, 0.0294
Si, 3.1031, 11.1009, 21.7135, 0.0024, -0.0019, 0.004
Si, 2.8482, 7.3215, 23.652, -0.0014, -0.0035, -0.0228
Si, 3.0211, 9.3026, 14.6541, -0.0025, 0.0077, 0.0356
Si, 11.5495, 12.3591, 17.7944, 0.0287, 0.0175, 0.0385
Si, 5.7211, 6.9657, 19.9824, -0.0072, 0.0045, 0.0058
Si, 2.9641, 17.4958, -0.3136, 0.0119, 0.0047, 0.0162
Si, 3.7464, 14.0774, 21.5268, -0.0056, 0.0041, -0.0145
Si, 5.1824, 7.1098, 14.8656, 0.0072, -0.0058, 0.0428
Si, 5.6063, 7.983, 22.6818, 0.0041, 0.0038, -0.0229
Si, 7.3868, 11.6867, -8.848, 0.0052, 0.0074, -0.047
Si, 7.9171, 8.9219, -7.8017, -0.022, -0.0036, -0.0362
Si, 4.52, 6.9115, -9.1402, 0.0169, -0.0051, -0.054
Si, 13.4244, 11.4436, -1.8583, -0.0053, 0.0042, 0.0246
Si, 3.295, 8.4815, -4.7565, 0.0006, 0.0015, -0.0237
Si, 13.099, 12.2048, -9.5676, 0.0179, -0.0038, -0.0363
Si, 7.1808, 15.6123, -5.8079, -0.0187, -0.0059, -0.0264
O, 9.1901, 11.9917, -0.4193, -0.0118, -0.0098, -0.0264
O, 10.7244, 7.5165, -6.0707, 0.0017, 0.0029, 0.0118
O, 6.5748, 16.1459, -2.1218, -0.0047, -0.0086, -0.0018
O, 7.3947, 7.4663, 0.2008, -0.0048, 0.014, -0.0259
O, 10.9864, 9.0865, 0.0279, -0.0024, -0.0234, -0.0404
O, 12.9941, 11.8868, -0.3595, 0.0094, 0.0001, -0.0595
O, 13.0578, 16.0633, -0.1453, 0.0063, 0.0005, -0.0063
O, 4.6155, 8.4494, -8.6349, 0.0063, 0.0001, 0.0188
O, 7.5432, 12.9912, 1.4489, 0.0026, -0.0042, -0.023
O, 4.0637, 8.2184, 15.3172, -0.0011, -0.0025, -0.0219
O, 5.5051, 8.1381, 21.0705, 0.0003, -0.0136, -0.0012
O, 10.2438, 9.1953, 16.7032, -0.0053, -0.0027, -0.0103
O, 12.5404, 8.5407, 17.8321, -0.001, 0.0046, -0.0112
O, 11.4148, 15.205, -1.9272, -0.0029, -0.0031, -0.0196
O, 3.5468, 14.2663, -4.774, 0.0011, 0.003, 0.0182
O, 6.2141, 10.205, 19.5124, 0.0003, 0.0008, -0.01
O, 13.5176, 14.8009, 22.4496, -0.006, 0.0069, 0.0038
O, 12.7092, 16.9974, 23.3972, -0.0018, -0.0006, 0.0016
O, 2.7994, 10.0281, -4.8533, -0.0096, -0.0006, 0.019
O, 7.4523, 16.6307, -4.5902, 0.0003, 0.0048, 0.0102
O, 9.1964, 11.3037, 23.9398, -0.0016, 0.0117, 0.0106
O, 12.1094, 15.3324, -8.7596, 0.003, 0.0049, 0.0251
O, 7.7207, 16.2497, 17.6038, -0.0009, -0.0134, -0.0268
O, 4.6415, 17.6824, -10.745, 0.0057, -0.009, 0.0256
O, 7.8698, 14.176, -5.5427, -0.003, -0.003, 0.01
O, 4.7858, 12.2175, 18.7489, 0.0164, 0.0252, -0.0384
O, 11.0913, 9.5564, 23.9091, -0.0051, 0.0099, 0.0191
O, 6.5891, 16.7017, 20.7566, -0.0004, 0.0055, 0.0064
O, 10.3011, 7.7474, 18.9388, 0.0131, -0.0077, -0.0154
O, 3.1498, 12.6345, 21.2433, 0.0035, 0.0013, 0.0013
O, 5.8571, 8.8001, -1.5274, -0.0079, 0.0027, -0.0037
O, 7.016, 7.2059, 22.9541, 0.003, 0.0028, 0.0141
O, 13.4197, 16.0203, 18.1462, 0.003, -0.0419, -0.0401
O, 5.4351, 15.1395, 0.0109, -0.0126, -0.001, -0.0409
O, 3.1201, 17.1597, -8.6511, -0.014, -0.0149, 0.0213
O, 12.2275, 10.9551, -2.8651, 0.0001, -0.0008, -0.0011
O, 5.4686, 10.5231, -3.4986, 0.004, 0.0065, 0.0155
O, 7.8377, 16.1775, -9.8038, -0.0045, 0.0084, 0.0134
O, 10.7036, 12.1156, 16.4255, 0.001, 0.0165, -0.0307
O, 4.1678, 8.128, -6.0652, -0.0074, 0.0037, 0.0204
O, 3.7823, 10.3329, 20.4638, -0.014, 0.0046, 0.0047
O, 4.3789, 7.042, 23.2007, -0.0028, -0.0025, 0.0092
O, 12.8569, 10.8078, -10.33, 0.0012, 0.009, 0.0189
O, 8.9716, 8.6622, -4.4449, -0.0044, -0.0069, 0.0125
O, 4.1765, 8.2954, -3.4245, 0.0009, -0.0041, 0.0105
O, 5.3861, 11.9578, 16.2255, 0.0207, -0.006, -0.0411
O, 8.3937, 15.8201, 22.499, 0.0023, -0.001, 0.0045
O, 4.3793, 17.2784, -1.0729, -0.0044, 0.0036, -0.0081
O, 8.1537, 7.5327, -8.5869, 0.0003, 0.0189, 0.0212
O, 12.2865, 13.7808, 17.6218, 0.0235, -0.0167, -0.0328
O, 10.615, 12.3667, 19.1141, 0.0122, -0.0023, -0.0322
O, 8.1125, 10.3093, 17.7421, 0.0101, -0.014, -0.0234
O, 5.8237, 17.4084, 16.2534, -0.0117, 0.0043, -0.0414
O, 10.9209, 14.0658, -6.8415, -0.0019, -0.0013, 0.0209
O, 8.1182, 7.7855, 16.7003, -0.0022, 0.0128, -0.0193
O, 8.6924, 9.4889, 20.1789, -0.008, 0.0096, -0.0099
O, 3.9701, 14.0482, 17.0333, -0.0199, -0.0164, 0.0055
O, 11.1032, 9.9154, -5.0898, 0.0013, 0.0029, 0.0058
O, 3.8879, 14.8829, 20.1359, 0.005, 0.0005, 0.0004
O, 12.913, 7.642, -1.1821, 0.0039, -0.0072, -0.0002
O, 13.1858, 8.5413, 22.7365, 0.003, -0.0061, 0.0133
O, 10.8877, 8.6722, 21.3831, 0.0035, 0.0093, 0.0035
O, 5.7843, 17.0391, -8.4662, -0.005, 0.0088, -0.0136
O, 7.3379, 13.1499, 23.457, 0.0026, -0.0003, 0.0196
O, 8.906, 7.0324, 21.0479, 0.0043, -0.0005, -0.0011
O, 5.8044, 12.0064, -8.9702, -0.0042, -0.0022, 0.022
O, 13.2879, 10.1646, 15.891, 0.0073, -0.0122, -0.0338
O, 11.7372, 12.6482, -8.854, -0.0013, 0.004, 0.0084
O, 12.9387, 7.4798, -4.627, 0.0003, 0.0034, 0.0078
O, 8.0793, 12.0241, 19.7222, 0.0039, -0.0021, 0.0033
O, 6.4973, 13.9209, 17.5503, -0.0237, -0.0104, -0.0234
O, 3.9954, 9.7999, 17.9932, -0.0033, 0.003, -0.0098
O, 7.2583, 11.8787, -2.1457, -0.0101, -0.0027, -0.006
O, 6.5301, 7.4612, 18.6813, 0.0006, -0.0101, -0.0206
O, 12.2318, 12.221, -5.2741, 0.001, -0.0057, 0.0085
O, 7.6099, 10.0893, -8.8674, 0.0041, -0.0112, 0.026
O, 12.5207, 16.5893, -6.4879, -0.0081, 0.0098, 0.0177
O, 5.4954, 9.4549, 23.3442, 0.0011, -0.005, 0.0141
O, 4.8409, 10.4999, -6.9957, -0.0019, 0.0015, 0.0044
O, 9.3589, 13.9672, 20.8612, 0.0066, -0.0134, -0.0152
O, 10.7555, 17.3029, -0.3707, 0.0066, 0.0022, 0.0023
O, 13.553, 13.3311, -10.6298, 0.0018, -0.0182, 0.0141
O, 8.1727, 12.3066, -10.0938, -0.0077, -0.0031, 0.0296
O, 11.084, 17.5989, 16.5432, 0.0072, -0.0072, -0.0454
O, 9.0516, 15.6283, -2.8239, -0.0002, 0.0023, -0.001
O, 9.8296, 14.2122, -9.4111, 0.0019, -0.0016, 0.0166
O, 12.394, 10.7762, 21.8954, -0.0044, -0.0097, -0.0066
O, 4.2919, 17.3671, 19.4629, 0.0002, -0.0161, -0.0109
O, 7.402, 10.1771, 0.0127, 0.0023, 0.004, -0.0057
O, 12.9482, 16.6899, 20.7132, 0.0088, -0.0016, 0.0015
O, 8.1765, 7.2439, -2.5019, 0.0022, 0.0026, -0.0019
O, 11.0976, 16.6037, -4.2036, -0.0044, 0.0001, 0.0059
O, 10.6594, 8.1045, -2.4156, -0.0079, 0.0014, -0.011
O, 3.2737, 12.0284, -8.3884, 0.0208, -0.0085, 0.0235
O, 5.5846, 13.2, -3.5706, -0.0162, 0.0089, 0.0014
O, 10.9779, 15.6389, 22.0248, 0.019, 0.0145, -0.0047
O, 5.5809, 15.4683, -5.949, -0.0072, -0.0144, 0.0077
O, 5.1684, 13.9761, 22.2768, -0.0038, -0.0049, 0.0246
O, 8.9698, 14.1103, 18.2601, -0.0161, -0.0025, -0.0344
O, 5.0016, 13.0205, -6.6398, -0.0028, 0.0049, 0.0093
O, 9.1888, 9.4015, -6.9365, 0.0091, 0.002, 0.0193
O, 9.8145, 13.8291, 23.471, -0.0248, -0.0332, 0.0225
O, 6.6275, 8.646, -6.8534, 0.0073, 0.0034, 0.0037
O, 3.6321, 10.2526, -1.6611, 0.0001, 0.0058, -0.0049
O, 4.1992, 15.0609, -2.3504, -0.0019, 0.0007, -0.0022
O, 7.8455, 16.2088, -7.1532, -0.0078, -0.0072, 0.021
O, 12.6211, 11.1959, 18.1187, -0.0319, 0.0287, -0.0127
O, 3.3977, 14.906, -7.3408, 0.003, -0.0009, 0.0177
O, 7.8617, 12.3143, -7.4389, 0.0058, 0.0051, 0.0204
O, 9.6402, 12.217, -5.5694, 0.007, -0.001, 0.0079
O, 3.1796, 12.7018, -2.63, 0.0059, 0.0005, -0.0056
O, 8.8346, 9.8547, -2.1149, -0.0027, 0.0002, -0.0057
O, 7.252, 11.6961, -4.8848, -0.0069, -0.0023, 0.0167
O, 5.1142, 12.0114, 24.0954, -0.0007, 0.0064, 0.0163
O, 10.775, 14.0616, -4.1679, 0.0035, 0.0001, 0.0038

Results
free energy: -157705.201 eV
free energy less fixed offsets of O -570.45, Si -639.56 eV per atom: -6.811 eV

The program warned: the cutoff lies below the one the program advises for these potential files; the forces do not sum to zero within the program's tolerance; empty levels may hold ghost states of the PAW files; the exchange-correlation potential is rough where the density is thin.
